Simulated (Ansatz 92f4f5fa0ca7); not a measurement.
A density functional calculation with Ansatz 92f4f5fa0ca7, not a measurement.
Periodic cell of 220 atoms, Si132O88, from a study of silicon, its oxide and their interface. The atomic structure is a simulated model.
This geometry differs little from another in the collection (a relaxation step or a small displacement).

Settings: functional r2SCAN; potential files Ansatz PAW; basis plane waves; wave-function cutoff 800 eV; density cutoff ratio 5; exchange-correlation grid ratio 1; k mesh 1 x 1 x 1, shifted by 0.5 0.5 0 of a step; self-consistency stop 1e-10 eV per atom in the density residual; occupations fixed; spin none; net charge 0.

Cell vectors (angstrom)
a  10.88  0  0
b  0  10.88  0
c  0  0  31.3488

Atoms: element, x, y, z (angstrom)
Si  -0.1747  0.0115  0.1508
Si  3.0004  2.398  -0.1843
Si  -0.2956  5.848  -0.1167
Si  3.0132  8.1494  0.148
Si  5.2837  0.1739  0.0456
Si  8.7905  2.5248  -0.1449
Si  4.9587  5.6811  -0.0863
Si  8.5717  8.2775  -0.3974
Si  1.4405  1.3184  1.2528
Si  3.9575  4.0375  1.193
Si  1.3323  6.9083  1.2164
Si  4.1885  9.586  1.5158
Si  6.9296  1.475  1.0743
Si  9.599  4.1918  1.3024
Si  6.5826  6.6859  1.2854
Si  9.4531  9.4798  1.4096
Si  0.0937  2.7606  2.6046
Si  2.7192  0.0238  2.738
Si  -0.0089  8.1551  2.6869
Si  2.6426  5.4465  2.5727
Si  5.4857  2.7616  2.5045
Si  8.1002  0.0585  2.6089
Si  5.4736  8.1306  2.7822
Si  8.1095  5.4394  2.6111
Si  1.3852  4.1  4.0168
Si  4.1404  1.416  3.9639
Si  1.3294  9.5341  4.0407
Si  4.0176  6.7706  3.9962
Si  6.768  4.0844  3.9728
Si  9.5336  1.393  3.9252
Si  6.8274  9.5558  4.0422
Si  9.4952  6.7857  3.9893
Si  -0.0219  0.0481  5.3502
Si  2.7794  2.7602  5.3507
Si  -0.0179  5.4352  5.347
Si  2.6852  8.1491  5.3593
Si  5.4382  0.0219  5.3572
Si  8.1616  2.7184  5.313
Si  5.419  5.4407  5.3411
Si  8.1986  8.1888  5.3688
Si  1.3806  1.3918  6.6803
Si  4.1108  4.0935  6.7462
Si  1.3284  6.8029  6.7177
Si  4.0702  9.5179  6.6798
Si  6.8219  1.3572  6.7085
Si  9.5228  4.0652  6.6879
Si  6.7998  6.8098  6.6756
Si  9.5341  9.5566  6.7356
Si  0.021  2.7365  8.0623
Si  2.7215  0.0051  8.0251
Si  0.0012  8.1873  8.0811
Si  2.7216  5.4641  8.0595
Si  5.4776  2.7099  8.0806
Si  8.1529  0.0002  8.1053
Si  5.4407  8.1672  8.0309
Si  8.1553  5.4223  8.0208
Si  1.3943  4.0998  9.4231
Si  4.0919  1.33  9.3934
Si  1.3978  9.5391  9.4178
Si  4.0992  6.8155  9.4012
Si  6.8546  4.0574  9.4348
Si  9.538  1.3779  9.4287
Si  6.758  9.5015  9.4424
Si  9.4744  6.8099  9.3699
Si  0.0301  0.0174  10.7553
Si  2.7835  2.7125  10.751
Si  0.0052  5.5101  10.6995
Si  2.7984  8.2111  10.7773
Si  5.3953  -0.0207  10.8126
Si  8.2038  2.7128  10.8503
Si  5.4524  5.4176  10.7254
Si  8.074  8.0781  10.7766
Si  1.4021  1.4052  12.1024
Si  4.2069  4.0193  12.1115
Si  1.3867  6.8592  12.0272
Si  4.075  9.5333  12.2804
Si  6.7754  1.2954  12.1634
Si  9.5994  4.1783  12.1095
Si  6.6929  6.7225  12.2026
Si  9.4879  9.4768  11.9844
Si  0.0789  2.8265  13.4403
Si  2.7014  0.0991  13.581
Si  0.098  8.3167  13.3434
Si  2.7073  5.3823  13.2645
Si  5.5652  2.6951  13.6201
Si  8.1294  -0.1621  13.4226
Si  5.3948  8.1171  13.6839
Si  8.1096  5.3287  13.5079
Si  1.7292  3.8949  14.7921
Si  3.9202  1.6255  14.8734
Si  0.8626  10.0525  14.715
Si  3.9301  6.5712  14.7979
Si  7.3477  3.6125  14.9286
Si  9.5106  1.3671  14.4928
Si  7.3384  8.9393  14.8394
Si  8.8294  6.9812  14.9901
Si  4.0352  3.6318  21.4633
Si  4.1279  5.6337  19.1041
Si  14.2711  -9.9675  20.2119
Si  -1.0725  -0.0788  23.2127
Si  4.0142  0.0089  17.4035
Si  12.1754  -1.0399  17.5438
Si  11.5448  0.8445  21.2259
Si  16.9343  8.6363  17.4218
Si  10.6218  -5.0664  20.4722
Si  1.1796  3.6724  22.1287
Si  9.7779  -1.2434  19.0296
Si  13.9771  -3.8309  26.5282
Si  1.2937  -2.3807  20.2076
Si  7.845  6.0237  21.7406
Si  16.7366  5.4507  16.7471
Si  3.7719  9.4874  21.9552
Si  17.9844  3.1541  21.8123
Si  1.0082  -1.912  26.5877
Si  3.2196  -1.1662  25.0725
Si  6.7895  -2.9994  26.8698
Si  8.6824  3.9845  26.4842
Si  9.9126  6.7861  17.8123
Si  4.4402  -6.3637  25.6932
Si  7.2578  1.2069  27.0861
Si  16.6809  -2.9453  20.2178
Si  12.7886  6.0501  16.9705
Si  9.6177  2.9543  23.809
Si  2.1606  2.1966  28.9479
Si  -1.8655  -1.1895  25.8873
Si  -4.0826  -15.8881  24.7662
Si  4.1231  1.6476  26.3995
Si  1.6084  -0.8865  29.4151
Si  5.2293  5.8327  28.2358
Si  -3.9983  9.9444  29.0035
Si  10.3534  3.882  28.9617
Si  8.6275  0.7424  20.737
O  -3.7138  -3.221  0.0971
O  0.1895  -0.951  -1.1511
O  1.926  0.6721  -1.9434
O  0.7145  2.8799  -2.785
O  0.1718  5.0202  -1.4561
O  -2.7254  9.116  -1.7454
O  3.9664  6.9438  -0.3904
O  2.6386  9.0562  -1.1465
O  5.7315  -0.7434  -1.2352
O  4.2203  1.3069  -0.4627
O  9.0669  3.2245  -1.6158
O  9.7128  1.2001  -0.3475
O  5.3446  5.2202  -1.6205
O  8.2309  8.349  -5.0301
O  16.0597  4.911  -13.2449
O  9.5832  7.0281  -0.6926
O  -5.3986  3.1734  22.1139
O  2.435  8.8392  21.2956
O  17.8975  -3.7757  20.8743
O  4.2073  4.9306  20.5384
O  1.1232  9.1876  16.0787
O  -0.2508  11.2097  15.181
O  7.0135  4.3821  16.3581
O  7.423  -6.299  21.1288
O  8.4552  2.418  15.2831
O  2.9017  6.9545  16.0383
O  7.0985  9.3896  16.429
O  10.3392  7.3383  14.5077
O  6.1326  7.0544  16.9827
O  4.5799  1.008  16.2583
O  0.8802  6.9619  20.4264
O  2.4056  10.9742  17.2774
O  2.8098  2.763  15.2806
O  12.7192  -23.8201  18.7005
O  1.4005  4.7263  16.1674
O  5.1395  4.6036  27.1715
O  9.4532  -4.6962  21.55
O  4.8941  5.4022  15.4447
O  9.8726  5.698  19.0233
O  14.1656  -5.2017  25.6488
O  5.6841  1.3406  26.7209
O  22.3325  -4.0197  17.3509
O  16.4185  -6.0074  24.5491
O  18.3826  1.913  20.8133
O  17.3027  8.8078  18.993
O  -1.5115  8.2159  18.3786
O  15.1598  0.4767  18.9315
O  15.9805  8.7345  21.4301
O  -0.1306  9.3126  20.3107
O  8.5312  -0.3174  19.5034
O  4.6198  -1.4888  17.183
O  12.3699  -3.4901  26.6123
O  19.4667  -0.0859  22.1341
O  4.6156  -3.7491  19.4528
O  -3.395  -4.7204  23.327
O  10.8461  -7.0474  23.1971
O  -0.1465  10.4364  17.9943
O  1.3264  2.0926  21.9605
O  14.8143  -10.7266  21.523
O  18.6921  -5.6929  25.8366
O  12.6789  0.4873  20.101
O  3.8959  6.7471  27.9293
O  11.4697  4.4786  20.8421
O  9.4524  -1.1864  24.3231
O  2.6942  5.6549  18.3476
O  3.647  0.2956  25.6313
O  3.5722  2.4852  20.424
O  10.1343  1.3666  20.5982
O  8.1351  3.1016  23.0974
O  6.1918  -3.6632  25.4888
O  8.9744  -4.4333  16.5433
O  1.602  -1.2458  25.2302
O  11.2236  -0.239  22.4146
O  13.6431  4.0333  22.4456
O  -0.5061  -1.4098  26.7307
O  3.9815  -7.9005  25.4557
O  1.7164  -1.3202  27.8923
O  3.7627  -2.4559  25.9225
O  8.1454  11.0503  26.1566
O  9.9251  -9.4984  23.8797
O  -3.0518  2.7135  27.0212
O  14.5709  -1.4066  23.5561
O  3.2017  2.0509  27.6912
O  -4.625  -1.6748  27.6762
O  9.6171  -7.4336  25.3166
O  -3.5062  0.5568  28.5705
O  6.5867  -4.1752  27.981
O  9.6684  4.5258  27.6452

Results
free energy: -134617.416 eV
free energy less fixed offsets of O -570.45, Si -639.56 eV per atom: 4.104 eV

Forces (eV/angstrom), in the order of the atoms: element, x, y, z
Si  0.0279  0.0455  0.0162
Si  0.001  0.0026  0.0154
Si  -0.0049  -0.0077  -0.0205
Si  0.0177  0.0175  -0.0061
Si  -0.0242  -0.0212  -0.0268
Si  0.0533  0.0461  0.0329
Si  0.0115  -0.0039  -0.0185
Si  0.0063  0.0005  -0.0067
Si  0.0078  -0.0084  -0.0013
Si  -0.0109  0.0125  -0.0035
Si  -0.001  -0.0068  0.003
Si  0.006  0.0012  -0.0022
Si  0.001  -0.0023  -0.0069
Si  0.0202  -0.0185  -0.0018
Si  0.0084  0.0088  0.0008
Si  -0.0148  -0.0026  -0.0119
Si  -0.03  -0.004  -0.007
Si  0.0063  0.0169  -0.0083
Si  -0.0002  -0.0008  -0.0069
Si  -0.0039  -0.0062  -0.0039
Si  -0.0021  0.0006  -0.0038
Si  0.0107  0.0031  0.0024
Si  -0.0076  0.0044  -0.0087
Si  0.0022  0.0036  -0.0044
Si  -0.0009  0.0089  -0.0083
Si  -0.0078  -0.0185  0.0086
Si  0.0031  0.0068  0.0033
Si  0.0085  -0.002  0.0013
Si  0.0053  0.0049  0.0013
Si  0.0079  0.0137  -0.009
Si  -0.001  -0.0014  -0.0019
Si  -0.0098  0.0024  0.004
Si  -0.0076  -0.006  0.0021
Si  0.0042  0.0013  0.0002
Si  0.004  0  0.0027
Si  -0.0015  -0.0037  0.0066
Si  0.0086  0.0062  0.0011
Si  -0.0003  -0.0069  0.005
Si  -0.0087  -0.0005  0.0063
Si  0.0035  0.0037  0.0031
Si  0.0017  0.0022  -0.0002
Si  0.0027  0.0019  0.0003
Si  -0.0032  -0.0019  -0.0004
Si  -0.0045  0.0012  0.0001
Si  -0.001  -0.0023  0.0001
Si  -0.0026  -0.0012  -0.0021
Si  0.0033  0.0011  0.0007
Si  0.0005  0.0012  0.0008
Si  -0.0009  0.0012  0.001
Si  0.0003  -0.0012  0.0014
Si  -0.001  -0.0017  -0.0001
Si  -0.0009  0.0009  0.0004
Si  0.0024  -0.0001  0.0019
Si  -0.0058  0.0029  0.001
Si  -0.0029  -0.0027  0.0008
Si  0.0015  -0.0022  0.0011
Si  -0.0047  -0.0014  -0.0045
Si  -0.005  0.0049  -0.003
Si  0.0027  0.0026  -0.0027
Si  0.0012  -0.0018  0.001
Si  -0.0033  0.0014  -0.0073
Si  0.0031  0.0007  -0.0033
Si  0.006  0.003  -0.0015
Si  -0.0036  0.0011  -0.0044
Si  -0.0042  0.0015  -0.007
Si  0.0052  -0.0019  -0.0032
Si  -0.0028  0.0004  -0.0003
Si  0.0031  0.0015  -0.0016
Si  0.0023  0.0028  0.0008
Si  0.0019  -0.002  -0.0086
Si  0.0006  0.0018  -0.0016
Si  0.0006  -0.0063  -0.0024
Si  0.0027  0.0032  0.0109
Si  -0.0005  -0.0013  -0.0008
Si  0.0112  -0.0104  0.0011
Si  0.0017  0.0005  -0.0009
Si  -0.0019  -0.004  -0.0021
Si  -0.0031  0.0085  0.0064
Si  -0.0068  0.0045  0.0014
Si  -0.0031  -0.0005  0.0023
Si  0.007  -0.0074  0.006
Si  -0.0072  0.0001  -0.0063
Si  -0.02  0.0093  0.0059
Si  -0.0042  -0.0015  0.0036
Si  -0.0003  -0.001  -0.0069
Si  0.0005  -0.0044  -0.003
Si  0.0124  -0.0027  0.0015
Si  0.0017  -0.0013  -0.0017
Si  0.0077  -0.0012  0.0086
Si  0.0013  -0.0054  0.0271
Si  -0.0077  -0.0049  0.0294
Si  -0.0068  -0.0038  0.0196
Si  -0.004  -0.0142  0.0391
Si  -0.014  0.0037  0.006
Si  -0.0045  0.0102  0.0213
Si  0.0009  -0.0079  0.02
Si  -0.0031  -0.0004  0.0015
Si  0.003  0.0043  0.0151
Si  -0.0064  0.0012  0.0083
Si  0.0044  0.0035  -0.0074
Si  -0.0017  -0.0047  0.0198
Si  0  0.0033  0.0369
Si  -0.0003  0.0012  0.0077
Si  -0.0044  -0.0051  0.0271
Si  0.0019  0.0008  0.0091
Si  0.0023  0  0.0004
Si  0.0016  -0.0009  0.0131
Si  -0.0086  -0.0062  -0.015
Si  -0.0015  0.0008  0.0069
Si  0.001  -0.0013  0.0022
Si  0.0058  0.0065  0.0402
Si  -0.0032  0.0003  -0.0043
Si  0.0009  0.0018  0.0016
Si  0.0006  -0.0085  -0.0133
Si  -0.0065  -0.0002  -0.0006
Si  0.0009  -0.0022  -0.0146
Si  -0.0045  0.0025  -0.0114
Si  0.0035  0.0041  0.0274
Si  0.0043  0.0024  -0.0107
Si  0.0011  0.0034  -0.0185
Si  -0.0021  -0.0006  0.0048
Si  -0.0036  0.0064  0.037
Si  0.0024  0.0002  -0.0077
Si  0.0131  0.0017  -0.0295
Si  0.0045  -0.0026  -0.006
Si  0.0017  -0.0013  -0.0023
Si  0.0063  0.005  -0.0125
Si  -0.0044  -0.0049  -0.0295
Si  -0.005  0.0043  -0.0314
Si  -0.0031  0.0041  -0.0276
Si  -0.0064  0.0051  -0.0297
Si  0.0048  0.0027  0.0045
O  -0.012  -0.0109  -0.0004
O  0.0029  0.0008  0.0291
O  -0.0128  -0.0062  0.0265
O  -0.0053  -0.0022  0.018
O  0.0031  0.0006  0.0185
O  0.0104  -0.0039  0.0155
O  -0.0084  -0.0171  -0.0032
O  0.0016  0.0029  0.0115
O  0.0026  0.0077  0.0301
O  0.0371  -0.0082  -0.0018
O  -0.0228  -0.0034  0.0298
O  -0.0754  -0.0556  -0.0601
O  -0.0029  -0.0014  0.0326
O  -0.0004  -0.0008  0.005
O  0  -0.001  -0.0145
O  -0.0019  -0.0027  0.0137
O  0.0018  -0.0006  -0.0008
O  0.0023  0.0035  -0.0006
O  0.0006  0.0006  -0.0025
O  0.0006  0.0015  -0.0047
O  0.0003  -0.0008  -0.0303
O  0.0036  0  -0.0037
O  0.0027  0  -0.0257
O  -0.0003  -0.001  -0.0025
O  0.0082  0.0046  -0.0102
O  0.0106  0.0011  -0.0199
O  0.0046  -0.0006  -0.0282
O  0.014  0.0034  0.0069
O  -0.0003  -0.0017  -0.0172
O  0.0006  0.0071  -0.0321
O  0.0017  -0.0016  -0.0055
O  0.0011  0.0026  -0.0185
O  -0.0013  0.0109  -0.002
O  0.0015  0.0023  -0.0108
O  -0.0031  -0.0028  -0.0264
O  0.0026  -0.001  0.009
O  0.0013  0.0021  -0.0035
O  -0.0036  0.0002  -0.0159
O  0.0013  -0.0001  -0.009
O  0.005  -0.0026  0.0045
O  0.0034  0.0005  0.0097
O  0.0051  -0.0011  -0.0164
O  0.0013  0.0071  0.0004
O  -0.0024  -0.0006  -0.0048
O  0.0026  0.0013  -0.0091
O  -0.003  0.0018  -0.0132
O  0.0038  0.0005  -0.0088
O  -0.0005  0.0007  0.0006
O  -0.0008  -0.0001  -0.0047
O  -0.0013  0.0015  -0.0063
O  -0.0018  -0.0025  -0.0116
O  0.0068  0.0023  0.0075
O  -0.0066  -0.005  0.0031
O  -0.0024  -0.0025  -0.0073
O  0.0033  0.0019  -0.0012
O  -0.0036  0.0046  0.0036
O  0.0005  0.0007  -0.0121
O  0.0003  -0.0004  0.0018
O  0.0009  0.0007  -0.0046
O  -0.0018  -0.0031  0.0033
O  0.0016  -0.0031  -0.0051
O  0.0018  0.0001  0.0068
O  0.0012  -0.0018  -0.0079
O  0.0044  -0.0006  -0.0021
O  -0.0028  -0.0025  -0.0199
O  -0.0011  0.0009  0.0043
O  -0.0007  -0.0022  -0.0079
O  -0.0028  0.0015  -0.004
O  -0.001  -0.0005  0.0035
O  -0.0009  0.002  0.0016
O  -0.0072  -0.0015  -0.0302
O  0.0008  -0.001  0.0021
O  0.0004  -0.0027  -0.0007
O  0.0009  0.0007  0.0038
O  -0.0061  0.0025  0.0054
O  0.0036  -0.0001  0.0017
O  -0.0015  0.0021  0.0138
O  0.0043  0.0013  0.0032
O  -0.0021  0.0004  0.005
O  0.0017  0.0012  0.0092
O  0.0023  0.0027  0.0104
O  0.0014  -0.0029  -0.0016
O  0.0013  0.0087  0.0083
O  -0.0029  0.007  0.0129
O  0.0051  -0.0022  0.0058
O  -0.0044  -0.0003  0.0157
O  0.0009  -0.0023  0.0056
O  0.0013  -0.002  0.0137

The program warned: the cutoff lies below the one the program advises for these potential files; the forces do not sum to zero within the program's tolerance; empty levels may hold ghost states of the PAW files; the exchange-correlation potential is rough where the density is thin.
